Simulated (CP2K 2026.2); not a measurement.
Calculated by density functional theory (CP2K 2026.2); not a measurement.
Periodic cell of 1182 atoms, Si850O332, from a study of silicon, its oxide and their interface. The atomic structure is a simulated model.
Doubt: the forces sum to 4.63 eV/angstrom along one axis rather than to zero, so they err by at least 0.0039 eV/angstrom per atom on average; the grid cutoff is modest.
This geometry differs little from another in the collection (a relaxation step or a small displacement).

Settings: functional PBE; method Gaussian and plane waves; basis set DZVP-MOLOPT-SR-GTH; pseudopotentials GTH-PBE; grid cutoff 350 Ry, relative cutoff 50 Ry; k points Gamma only; occupations fixed; spin none; net charge 0.

Cell vectors (angstrom)
a 16.4025 0 0
b 0 32.805 0
c 0 0 40.23

Atoms and the computed forces on them: element, x, y, z (angstrom), force x, y, z (eV/angstrom)
Si 14.595 31.6825 39.6938 0.0581 0.1804 0.0243
Si 2.2761 2.6672 0.3683 -0.0386 -0.1631 -0.2412
Si 0.0373 4.8406 0.1387 -0.2964 -0.2446 -0.3801
Si 2.7464 8.0732 39.7673 0.0186 -0.1031 0.1907
Si 15.999 11.0158 0.1418 0.1379 0.0518 0.5548
Si 2.2075 14.0292 40.0912 -0.2405 0.144 -0.0455
Si 0.0959 16.3181 0.325 -0.0496 -0.0911 -0.2336
Si 2.3478 19.4538 40.181 0.0063 0.1172 0.0254
Si 0.0243 21.6116 0.0403 -0.1897 -0.1268 0.1481
Si 2.6188 24.6215 39.9484 0.0043 -0.3058 0.1929
Si 0.5648 27.1259 40.1024 -0.1197 0.152 -0.0694
Si 3.0497 30.773 39.7972 0.2451 -0.0307 0.5983
Si 5.962 32.7955 0.1284 0.182 0.0976 0.0257
Si 8.4791 3.0853 0.2188 0.161 0.0239 0.2961
Si 6.0183 4.9942 0.3123 -0.2003 0.0517 -0.186
Si 8.4181 8.1251 0.5549 -0.0076 -0.0751 -0.455
Si 6.3245 10.3792 40.1117 0.049 -0.1924 -0.1725
Si 8.71 13.0242 0.0819 0.0968 -0.0464 -0.0845
Si 5.5497 16.6881 39.9307 -0.021 -0.3981 0.3468
Si 7.878 19.2828 40.1012 0.2614 0.1173 0.0732
Si 5.7873 21.6808 0.0919 -0.0928 0.115 -0.0464
Si 8.1816 24.6936 0.3146 -0.1245 0.1012 -0.2043
Si 6.0344 26.8564 40.1014 0.2861 -0.1927 0.1155
Si 8.9099 29.3245 0.1517 -0.1194 -0.0911 0.0597
Si 10.8643 32.1681 0.0837 -0.5801 0.0084 -0.0227
Si 12.4681 0.9968 39.8586 0.062 0.2693 -0.1231
Si 10.7509 6.1669 0.0454 -0.0187 -0.2036 0.2669
Si 12.9415 8.7711 0.0104 0.2004 -0.0288 0.2437
Si 10.9283 10.9971 0.718 0.0896 0.0518 -0.38
Si 13.8831 13.3666 0.0158 0.0509 0.0377 0.383
Si 10.9948 16.2779 0.2683 -0.1967 0.2136 -0.1102
Si 14.2246 18.5262 40.1248 -0.0607 0.0925 -0.2468
Si 10.2998 22.4663 40.0353 -0.0895 0.1371 -0.2377
Si 13.3249 25.2919 40.0111 -0.2114 0.0853 0.0093
Si 11.0191 27.2164 0.4882 -0.3351 -0.1902 -0.3027
Si 12.8552 30.0453 39.834 -0.0276 -0.118 -0.5618
Si 1.1127 1.0859 1.7409 -0.0761 0.1555 -0.1959
Si 4.1281 3.9337 1.4216 0.0339 0.0058 -0.089
Si 1.3373 6.7202 1.1166 -0.0721 -0.061 0.0463
Si 4.2607 9.4394 0.9769 0.1166 -0.0267 -0.0351
Si 1.3526 12.2779 1.2801 -0.1846 -0.073 -0.2859
Si 4.0638 15.1497 1.0095 0.0679 0.0325 -0.2139
Si 1.4484 17.8133 1.4355 0.1228 0.1298 -0.1214
Si 4.0427 20.554 1.2633 0.1107 -0.1636 -0.2126
Si 1.3312 23.2035 1.2041 0.1575 -0.1611 -0.3634
Si 4.2733 25.8307 1.1105 -0.0456 -0.0543 -0.3617
Si 1.6279 29.01 0.9884 -0.0031 -0.0855 -0.2823
Si 4.3098 31.6206 1.372 -0.1677 0.1462 -0.0902
Si 7.2282 1.4135 1.4745 -0.0136 0.2142 -0.3419
Si 9.8883 4.3859 1.5464 -0.3501 -0.0182 -0.6981
Si 7.0002 6.6741 1.7061 -0.0791 -0.1429 -0.2697
Si 9.632 9.5419 1.9413 -0.1095 -0.0722 -0.1946
Si 6.9962 12.1134 1.427 0.0261 -0.0615 -0.251
Si 9.5206 14.9248 1.4043 0.0004 -0.3415 -0.1622
Si 6.8244 17.7739 1.3332 0.0524 0.0189 -0.0573
Si 9.5101 20.5904 1.1488 -0.0208 -0.0694 -0.1959
Si 6.8236 23.2269 1.5117 0.1546 -0.0815 -0.1619
Si 9.5798 25.9058 1.7269 0.098 0.0094 -0.2363
Si 7.0007 28.4923 1.3239 0.1723 0.2235 -0.2762
Si 9.6965 31.1136 1.7474 -0.0408 -0.051 -0.4096
Si 13.1261 2.0918 1.5824 0.0018 0.0074 -0.1914
Si 14.8949 3.8131 1.6977 -0.0609 0.0613 -0.1369
Si 12.3067 7.0411 1.5784 -0.1478 0.1027 -0.6372
Si 14.8299 9.506 1.4683 -0.0529 0.332 -0.6425
Si 12.417 12.4262 1.7007 0.0618 -0.0051 -0.4509
Si 14.9918 14.9829 1.4704 -0.1885 -0.2351 -0.3432
Si 12.4069 17.7748 1.3346 0.2139 -0.0233 -0.083
Si 14.9178 20.3847 1.2867 0.1775 -0.1444 -0.0849
Si 12.2386 23.391 0.9707 -0.0042 0.0586 0.0296
Si 15.0655 26.1858 1.1465 0.2951 -0.0803 -0.0709
Si 12.4109 28.7515 1.536 0.0384 -0.0453 -0.1311
Si 15.7322 32.1194 1.5082 -0.0355 0.1833 -0.1482
Si 0.0345 2.6909 3.0703 -0.0555 -0.0255 0.1952
Si 2.876 0.0082 2.8579 0.0865 -0.0315 0.0343
Si 0.0251 8.1288 2.6159 -0.0184 0.0306 -0.1065
Si 2.8006 5.479 2.6712 -0.048 0.0669 -0.1184
Si 0.0386 13.6319 2.7718 -0.1042 -0.2427 0.069
Si 2.8909 10.893 2.4887 -0.0548 0.0004 -0.1227
Si 16.3718 19.1564 2.715 0.0882 -0.0257 0.2652
Si 2.863 16.4291 2.6678 0.0653 -0.081 0.1423
Si 16.3668 24.6512 2.488 0.0489 0.1359 0.3334
Si 2.6964 21.9152 2.6554 0.0789 -0.0519 0.1049
Si 0.2326 30.1919 2.585 0.0501 -0.0034 -0.0293
Si 2.8992 27.4036 2.4126 0.0692 0.1362 0.1589
Si 5.6496 2.6783 2.809 -0.0441 0.0455 -0.0876
Si 8.3966 32.7394 2.8742 -0.0884 -0.1364 -0.0273
Si 5.4783 8.1615 2.7041 -0.1171 0.0777 -0.0173
Si 8.4215 5.453 3.0539 0.0226 0.019 0.0773
Si 5.4571 13.691 2.4799 0.0873 -0.0438 -0.1254
Si 8.2002 10.9517 3.0517 -0.0822 -0.0499 0.2149
Si 5.4126 19.1587 2.6515 0.0251 -0.0383 0.1578
Si 8.172 16.3805 2.6819 0.0469 0.0156 0.0922
Si 5.4216 24.5802 2.7535 0.0192 0.09 0.1174
Si 8.2342 21.8444 2.7424 0.1099 -0.2205 0.2002
Si 5.6115 30.0328 2.6245 0.1391 0.0028 -0.0534
Si 8.2364 27.3213 2.9348 -0.0598 0.1099 0.2241
Si 11.2326 2.8808 2.794 -0.1553 0.0322 0.0538
Si 13.9371 0.2005 2.8234 -0.0758 -0.0863 -0.0167
Si 11.0545 8.2054 3.1511 -0.0622 0.0181 0.1254
Si 13.7413 5.5238 2.856 -0.1715 0.138 -0.1346
Si 10.9416 13.7602 2.9027 0.0252 0.0593 0.183
Si 13.7239 10.955 2.9676 -0.0707 -0.0977 0.084
Si 10.9778 19.2519 2.5506 -0.1064 -0.0163 0.0085
Si 13.6632 16.4227 2.7921 0.0161 -0.2524 0.211
Si 11.0791 24.5249 2.7617 0.1395 -0.0775 0.2278
Si 13.5414 21.9207 2.4727 0.0353 0.0207 0.012
Si 11.168 29.9843 3.0535 -0.1156 0.1501 0.1301
Si 13.8884 27.4428 2.7381 0.015 -0.0707 0.1464
Si 1.4873 4.1563 4.1599 0.024 0.0216 0.099
Si 4.2368 1.378 4.193 0.0872 0.0036 0.0496
Si 1.4528 9.5626 3.9346 0.0233 -0.0237 -0.0725
Si 4.129 6.8256 4.106 -0.0675 0.1027 -0.0005
Si 1.4415 15.0616 4.0453 0.0205 -0.0403 -0.0713
Si 4.1485 12.3128 3.945 -0.009 -0.0619 0.0153
Si 1.3624 20.5361 4.0551 -0.0244 -0.083 -0.0805
Si 4.1401 17.7935 4.0974 0.0471 -0.0804 -0.0461
Si 1.4322 26.0363 3.87 -0.1033 -0.0026 -0.2907
Si 4.0616 23.2246 4.088 -0.0645 0.0688 0.0338
Si 1.5348 31.3893 4.1655 0.1023 0.004 0.0142
Si 4.2131 28.6716 4.0044 -0.0487 -0.0364 -0.1824
Si 6.9385 4.0674 4.2383 0.0624 -0.0405 -0.0315
Si 9.7975 1.4014 4.1174 -0.0348 0.0454 -0.078
Si 6.7763 9.5173 4.2148 -0.0301 0.1616 -0.0787
Si 9.6485 6.8618 4.4382 0.0903 -0.06 -0.0534
Si 6.7882 15.0125 4.0152 0.0151 0.0565 -0.036
Si 9.6228 12.3509 4.2836 -0.0541 0.0607 -0.0967
Si 6.8166 20.485 4.0715 0.0727 0.0756 -0.1081
Si 9.6058 17.812 3.9695 0.072 -0.0393 -0.0708
Si 6.8207 25.9111 4.1624 0.064 0.1016 0.0138
Si 9.6439 23.1951 4.1125 0.137 -0.1252 -0.0341
Si 6.9218 31.3918 4.1319 -0.0138 0.1033 -0.0504
Si 9.6606 28.6623 4.2764 0.0133 -0.0442 0.0551
Si 12.3945 4.2267 4.3142 0.0004 -0.0373 -0.1106
Si 15.1265 1.369 4.4533 0.0268 0.1747 -0.0741
Si 12.3917 9.644 4.3883 0.0562 -0.0548 -0.0803
Si 15.1498 6.8645 4.1612 0.0053 0.0355 0.0217
Si 12.3317 15.0987 4.2265 -0.1001 0.1361 -0.0483
Si 15.1359 12.3128 4.2434 0.1065 0.031 -0.1407
Si 12.2971 20.5752 3.9996 -0.0147 -0.0162 -0.0164
Si 15.0809 17.7637 4.1204 -0.0707 0.1032 -0.0646
Si 12.4478 26.0002 4.0646 -0.0258 -0.0396 -0.1327
Si 15.0141 23.2444 3.9054 0.0741 0.0621 -0.1722
Si 12.519 31.5469 4.1649 0.0844 0.0091 -0.0016
Si 15.2437 28.8492 4.0365 -0.0411 -0.0592 0.025
Si 0.0213 0.0496 16.4399 -0.0212 -0.0014 -0.0038
Si 2.7487 2.7687 16.4633 -0.0152 0.0104 -0.0012
Si 16.3997 5.4954 16.4826 -0.0013 0.0176 0.0036
Si 2.7412 8.2207 16.4913 -0.0067 0.0054 0.0018
Si 16.4014 10.9554 16.458 0.0037 0.0081 -0.0042
Si 2.7424 13.693 16.4505 -0.0346 0.0156 -0.0023
Si 0.013 16.4003 16.4404 0.0199 0.0059 -0.0003
Si 2.7587 19.1504 16.4173 -0.0102 0.0055 0.0045
Si 0.0386 21.8996 16.394 -0.0377 0.0108 -0.0197
Si 2.7659 24.6444 16.3932 -0.0135 -0.0009 0.002
Si 0.0361 27.3848 16.4013 -0.0152 -0.0138 -0.0103
Si 2.7655 30.1138 16.4209 0.0109 -0.0015 -0.0014
Si 5.4867 0.0343 16.4372 0.0041 0.0106 0.0089
Si 8.2106 2.7622 16.4504 -0.006 0.0213 0.0043
Si 5.4802 5.4898 16.4837 -0.0014 0.0206 0.0098
Si 8.2157 8.2262 16.4808 0.0004 0.012 0.0131
Si 5.4766 10.9512 16.4733 0.0047 0.0126 -0.0016
Si 8.1932 13.6787 16.4381 0.0094 0.0285 -0.0093
Si 5.4721 16.4209 16.4198 -0.0142 0.0108 -0.0036
Si 8.1988 19.1396 16.3957 0.0306 -0.0105 -0.005
Si 5.4785 21.8823 16.3877 0.0185 -0.0166 -0.0108
Si 8.2034 24.6231 16.3846 -0.0025 0.0324 -0.0114
Si 5.4955 27.3869 16.4131 -0.0359 0.0147 -0.0019
Si 8.221 30.1115 16.4242 -0.0151 0.0135 0.0111
Si 10.9441 0.0421 16.4469 -0.0137 0.0295 0.0155
Si 13.67 2.7713 16.4644 0.0004 0.0179 0.0107
Si 10.9349 5.4989 16.4496 0.0029 0.0072 0.0007
Si 13.6642 8.227 16.4501 0.0291 -0.01 -0.004
Si 10.9392 10.953 16.4591 0.0231 -0.0198 0.0065
Si 13.6666 13.6742 16.4553 0.0285 -0.0033 0.0015
Si 10.9245 16.3989 16.4205 0.0349 0.0082 -0.0073
Si 13.6841 19.1388 16.3975 0.0059 0.0093 -0.0101
Si 10.9392 21.8791 16.3838 0.0012 0.0157 -0.005
Si 13.6961 24.6302 16.3974 -0.0112 0.0083 -0.0029
Si 10.9559 27.3722 16.3964 -0.0162 -0.0098 -0.0099
Si 13.6937 30.1216 16.4231 -0.0192 -0.0058 -0.0022
Si 1.3678 1.4171 17.8256 0.0295 0.0288 0.0054
Si 4.1016 4.1261 17.8513 -0.0312 -0.0224 -0.006
Si 1.3608 6.8559 17.8618 0.0074 0.0067 -0.0046
Si 4.1126 9.5884 17.8569 -0.0057 -0.0083 0.0061
Si 1.3728 12.3199 17.8151 0.0071 0.0012 -0.0254
Si 4.1175 15.0619 17.8073 0.0355 0.0075 -0.0037
Si 1.4056 17.7648 17.7823 -0.0297 -0.0144 -0.0086
Si 4.1314 20.5231 17.7768 -0.0024 0.0355 0.0128
Si 1.4023 23.281 17.7568 -0.0043 -0.0031 -0.0048
Si 4.1112 26.0304 17.7649 0.0105 -0.028 0.0009
Si 1.3838 28.7641 17.7794 -0.0184 -0.032 0.0012
Si 4.1103 31.4886 17.8029 -0.0325 -0.0427 -0.005
Si 6.8349 1.4032 17.8171 -0.003 -0.0132 -0.0062
Si 9.5651 4.1345 17.8181 0.0118 0.0135 -0.0084
Si 6.8497 6.853 17.8526 -0.0249 -0.0321 0.0071
Si 9.5852 9.5915 17.8516 0.0005 0.0338 0.0185
Si 6.842 12.3208 17.8353 -0.0103 -0.0175 0.0131
Si 9.5438 15.0474 17.8048 -0.02 -0.0466 0.0076
Si 6.8355 17.7846 17.7828 0.0081 0.0195 0.0076
Si 9.562 20.512 17.7452 -0.0131 -0.0194 -0.0116
Si 6.8275 23.2592 17.747 0.0171 0.0123 0.0012
Si 9.5611 26.01 17.7292 0.0263 -0.0307 -0.0308
Si 6.8421 28.7672 17.795 0.0297 -0.0078 -0.0039
Si 9.5554 31.4951 17.8067 0.0108 -0.0475 0.0023
Si 12.2816 1.4213 17.8345 0.0027 -0.0441 0.0086
Si 15.0103 4.1437 17.8544 0.0057 -0.0126 0.0142
Si 12.2836 6.8738 17.8189 0.0063 -0.0157 -0.0071
Si 15.0195 9.5921 17.8212 -0.013 -0.0139 -0.0056
Si 12.2927 12.3146 17.8388 -0.0027 0.0059 0.0151
Si 15.045 15.0282 17.8186 -0.031 0.0014 -0.0038
Si 12.3054 17.7672 17.758 -0.011 -0.0029 -0.0112
Si 15.0746 20.5116 17.7293 -0.0022 0.0093 -0.022
Si 12.3076 23.253 17.7333 0.0223 -0.0144 -0.0034
Si 15.0698 26.0137 17.7484 0.0213 0.0426 -0.0133
Si 12.3083 28.7551 17.7621 0.0006 0.0012 0.0027
Si 15.0352 31.5106 17.7981 0.0677 0.0177 0.007
Si 16.386 2.7686 19.2063 0.0357 -0.0206 -0.0017
Si 2.7457 0.0516 19.1762 -0.0302 -0.0042 -0.0292
Si 16.3709 8.2335 19.2033 -0.0017 -0.0165 -0.007
Si 2.718 5.4719 19.2338 0.0207 0.0411 0.0007
Si 16.4024 13.6507 19.2014 0.0472 -0.0094 0.0349
Si 2.7331 10.973 19.2012 -0.0677 0.0138 0.0041
Si 0.0366 19.1517 19.0998 -0.0509 0.0045 0.0067
Si 2.7628 16.4181 19.1904 -0.0363 0.0266 0.0206
Si 0.0521 24.6715 19.1174 -0.0147 0.0055 -0.001
Si 2.7759 21.9219 19.1184 -0.0085 -0.0272 -0.0341
Si 0.0218 30.1542 19.1357 -0.0344 -0.0216 -0.0092
Si 2.755 27.4069 19.1471 -0.0317 0.0341 0.0094
Si 5.4744 2.7535 19.2058 -0.0161 0.0044 0.0201
Si 8.1836 0.0477 19.2031 -0.0126 0.0248 0.0206
Si 5.4761 8.2075 19.2268 -0.0239 0.0579 0.0228
Si 8.2204 5.4832 19.2174 0.0123 -0.041 -0.0046
Si 5.4667 13.6965 19.1896 -0.0215 0.0124 -0.0255
Si 8.2102 10.958 19.2138 0.0012 -0.01 -0.0319
Si 5.4804 19.1467 19.1616 0.0346 -0.0726 0.0012
Si 8.1641 16.4073 19.1726 0.0368 0.0339 -0.0131
Si 5.4746 24.6498 19.1068 -0.0496 0.0133 -0.0154
Si 8.1715 21.8645 19.0988 0.035 0.027 0.0126
Si 5.4851 30.1479 19.1806 -0.0302 0.0377 0.0302
Si 8.2183 27.3769 19.1161 0.0246 -0.0334 0.0153
Si 10.8923 2.7744 19.2164 -0.0131 0.0562 0.0075
Si 13.6562 0.0576 19.1882 -0.0154 0.0372 0.0075
Si 10.9439 8.2182 19.2324 0.0485 -0.0395 -0.001
Si 13.6008 5.5045 19.2115 -0.0027 0.0593 -0.0211
Si 10.8871 13.6733 19.1845 0.016 0.0358 -0.0245
Si 13.6462 10.9277 19.2125 0.0641 -0.0081 0.0047
Si 10.9177 19.1274 19.0982 0.0352 0.012 0.0012
Si 13.652 16.4037 19.1459 0.0071 0.0087 0.0038
Si 10.9065 24.6176 19.0637 -0.0788 0.1484 0.0099
Si 13.6971 21.8762 19.0634 0.0155 -0.0035 -0.0014
Si 10.9371 30.1205 19.135 -0.0068 0.026 -0.0094
Si 13.6904 27.384 19.0921 0.0491 -0.1019 0.0152
Si 1.3267 4.1174 20.6119 0.0081 -0.0513 0.0283
Si 4.1051 1.386 20.5774 -0.0632 0.0582 0.0149
Si 1.3441 9.6098 20.5536 0.1118 0.046 0.0175
Si 4.102 6.8298 20.5956 -0.0791 -0.1234 -0.0052
Si 1.4013 15.0185 20.5393 -0.0629 -0.045 0.0161
Si 4.1008 12.3476 20.5677 0.0319 -0.0091 0.0437
Si 1.438 20.5052 20.4388 -0.0019 0.0434 -0.0014
Si 4.1384 17.7878 20.5686 0.0361 0.0744 0.0307
Si 1.3929 26.0535 20.5294 -0.0084 -0.0761 0.0511
Si 4.0977 23.3291 20.4963 0.0758 0.0267 0.0707
Si 1.3571 31.5252 20.5377 0.039 0.0572 0.0071
Si 4.1055 28.7864 20.5241 -0.0486 -0.0513 0.0345
Si 6.8557 4.0997 20.573 -0.0109 0.0653 0.011
Si 9.5129 1.4199 20.5989 0.0053 -0.0333 0.0428
Si 6.8684 9.5722 20.5781 0.0158 0.0145 0.0226
Si 9.586 6.8405 20.6 -0.0355 0.0351 0.0188
Si 6.8068 15.0549 20.5823 -0.0584 -0.0242 0.0891
Si 9.5411 12.3302 20.615 0.0356 -0.0222 0.0918
Si 6.8218 20.5353 20.5262 0.0005 0.0276 0.0925
Si 9.5319 17.7998 20.4956 -0.0289 -0.0436 0.0437
Si 6.8461 26.0057 20.46 0.0454 0.0421 -0.0054
Si 9.5279 23.2508 20.422 0.0378 -0.0709 -0.0342
Si 6.8048 31.5295 20.6063 0.0154 -0.0672 0.0457
Si 9.5732 28.7511 20.4849 -0.0456 -0.0112 0.0192
Si 12.2089 4.1653 20.6043 -0.0078 -0.0831 0.0492
Si 14.989 1.4411 20.582 0.0484 -0.0275 0.0705
Si 12.2865 9.5861 20.632 -0.0388 0.0421 0.0548
Si 14.9552 6.8907 20.5565 -0.0117 0.0488 0.0304
Si 12.2366 15.0674 20.5141 0.0034 -0.0436 -0.0228
Si 15.0274 12.2684 20.5792 -0.0748 -0.0068 -0.0126
Si 12.3295 20.4888 20.4006 -0.0034 -0.0367 -0.0036
Si 15.0586 17.787 20.4485 0.043 0.0024 -0.0704
Si 12.2895 25.9892 20.3844 -0.0044 0.0025 -0.0491
Si 15.0736 23.2578 20.3959 -0.0085 0.0103 -0.006
Si 12.267 31.4915 20.5271 -0.034 -0.0347 0.0306
Si 15.032 28.7873 20.4515 0.0907 0.0737 0.0332
Si 16.3339 0.0291 21.9274 0.0699 0.0974 0.2169
Si 2.7116 2.7047 21.9477 0.0215 -0.0734 0.247
Si 16.2548 5.4811 21.8978 -0.0022 0.0673 -0.04
Si 2.688 8.2136 21.8951 -0.1569 0.1777 0.0461
Si 16.3833 10.9071 22.0053 0.0086 -0.039 0.0089
Si 2.7374 13.6802 21.996 0.0273 -0.0155 -0.0369
Si 0.022 16.4348 21.8053 0.0272 0.0418 0.1094
Si 2.8113 19.2338 21.8926 -0.0319 -0.077 0.1234
Si 0.0877 21.914 21.7173 0.0479 -0.0456 0.0422
Si 2.7905 24.7178 21.9265 -0.011 0.011 0.1139
Si 0.0079 27.481 21.8308 -0.1132 0.106 0.0577
Si 2.7807 30.2187 21.8922 -0.1513 -0.0543 0.0076
Si 5.4508 0.1068 22.0549 -0.0322 -0.059 0.0743
Si 8.1235 2.7294 22.0392 0.0155 0.0552 0.0267
Si 5.5081 5.4525 21.9378 0.0013 -0.1835 0.1778
Si 8.2392 8.2033 21.9645 -0.0307 -0.0461 0.0764
Si 5.5023 10.9751 21.885 -0.1323 -0.067 0.0569
Si 8.1644 13.7123 21.9882 -0.0505 0.0124 -0.058
Si 5.4311 16.3872 22.002 0.1242 -0.0369 0.0118
Si 8.1933 19.1637 21.8976 0.0622 -0.0364 0.0737
Si 5.44 21.952 21.8616 -0.0128 0.0616 0.0139
Si 8.151 24.5785 21.8093 -0.034 0.1298 0.1099
Si 5.5139 27.3993 21.8216 -0.034 -0.0069 0.0711
Si 8.2124 30.1121 21.875 0.0551 0.0779 0.17
Si 10.9038 0.0505 21.9185 -0.0291 -0.0401 0.1403
Si 13.5898 2.8206 21.9503 -0.1525 -0.034 -0.046
Si 10.8371 5.4688 22.0712 -0.0085 0.0028 0.1449
Si 13.6416 8.2277 22.0369 0.1294 -0.1451 0.0497
Si 10.8796 10.9295 22.0048 0.0331 0.003 0.2151
Si 13.571 13.6461 21.8248 0.0435 0.0254 0.216
Si 10.8654 16.4401 21.8892 0.0244 0.0811 0.0303
Si 13.6889 19.1412 21.7892 -0.0643 0.0804 0.0651
Si 10.9447 21.8675 21.6915 -0.0095 0.08 0.0845
Si 13.6247 24.5735 21.6927 0.0826 0.1333 0.0621
Si 10.9785 27.3652 21.7788 0.088 -0.1553 -0.0043
Si 13.628 30.0897 21.8469 0.0723 0.0677 -0.0101
Si 1.271 1.3877 23.3635 0.0355 -0.0637 -0.2199
Si 4.1795 4.0149 23.3002 0.181 -0.0696 -0.4664
Si 1.1806 6.8856 23.1959 0.0059 0.1968 -0.2311
Si 4.1536 9.5578 23.1941 0.0853 0.1538 -0.2222
Si 1.3598 12.2929 23.3451 0.1197 -0.0453 0.0371
Si 4.074 15.0154 23.4594 -0.0414 0.0717 0.1328
Si 1.4804 17.752 23.1614 0.0916 -0.1833 -0.0214
Si 4.0678 20.7208 23.331 -0.1139 0.0067 0.1871
Si 1.3621 23.2726 23.1712 0.0079 -0.0996 -0.1069
Si 4.2211 26.1256 23.3077 0.0079 -0.0012 -0.0758
Si 1.3688 28.9152 23.2279 -0.1238 0.186 -0.2421
Si 4.1096 31.5034 23.4122 -0.2243 0.0692 -0.0073
Si 6.7779 1.4454 23.5499 -0.0284 0.1796 0.0215
Si 9.408 4.0768 23.4856 0.0035 0.1601 -0.069
Si 6.9117 6.7947 23.321 0.1283 0.0516 -0.2936
Si 9.5253 9.5412 23.4484 0.214 0.0718 -0.0554
Si 6.799 12.3155 23.3505 0.0432 -0.0732 0.0244
Si 9.4551 15.1727 23.3411 0.0486 -0.0449 0.0499
Si 6.7972 17.8257 23.3109 -0.1114 0.0295 -0.0007
Si 9.6437 20.5844 23.1478 0.0143 -0.1202 0.0079
Si 6.7521 23.2926 23.2833 -0.1951 0.0562 0.1368
Si 9.6652 25.8828 23.0246 0.0082 -0.0344 -0.1441
Si 6.8662 28.7183 23.2265 -0.0365 -0.0598 -0.1156
Si 9.5542 31.4669 23.298 -0.1225 -0.0619 -0.2014
Si 12.2393 1.4367 23.3089 -0.0136 0.1634 -0.2576
Si 14.8142 4.2727 23.351 0.1193 0.1519 0.0583
Si 12.236 6.8664 23.4149 -0.0409 0.0833 -0.0542
Si 15.0706 9.5236 23.4674 -0.0174 -0.0173 -0.0014
Si 12.2391 12.3555 23.3463 0.1247 0.0649 -0.0268
Si 14.9515 15.0787 23.0644 -0.1998 -0.1394 -0.1617
Si 12.2672 17.8366 23.1829 -0.0921 -0.0579 -0.0817
Si 15.1592 20.518 23.026 0.0042 -0.0489 -0.0856
Si 12.3527 23.1222 23.0759 0.0806 -0.1797 -0.0494
Si 14.8714 26.0853 22.9704 -0.1967 -0.1639 -0.3612
Si 12.3116 28.6989 23.2151 -0.0014 -0.0137 0.025
Si 14.9009 31.4627 23.2732 0.0573 0.0312 -0.2459
Si 16.232 2.9297 24.5677 0.198 0.1231 0.087
Si 2.5663 32.7146 24.8396 -0.1246 0.1126 -0.0763
Si 16.3304 8.0194 24.9163 -0.006 0.1978 0.2848
Si 2.7549 5.5735 24.1996 -0.0172 0.014 0.1512
Si 16.336 13.8404 24.4478 -0.1098 -0.1542 0.2985
Si 2.7819 10.8032 24.6118 0.1699 0.0591 0.0572
Si 0.0804 19.1263 24.3592 -0.0475 0.0953 0.2794
Si 2.706 16.4849 24.8045 -0.0381 0.1437 0.3995
Si 16.285 24.7621 24.1636 -0.362 -0.0638 0.1725
Si 2.6 22.0718 24.8286 -0.2119 -0.3468 0.1706
Si 16.2292 30.0987 24.6465 0.0512 -0.1604 0.0793
Si 2.9 27.7095 24.5093 0.229 0.1332 0.3116
Si 5.3809 2.8094 25.0546 -0.046 0.1221 0.0074
Si 8.2218 0.0149 24.7701 0.2069 0.0735 0.3121
Si 5.5843 8.2326 24.5408 0.0303 0.1588 0.2367
Si 8.0562 5.4898 24.9393 0.139 0.0544 0.1312
Si 5.4413 13.5726 24.8255 -0.0526 -0.1257 0.1899
Si 8.1175 10.9354 24.7673 0.0751 0.0527 0.2716
Si 5.4143 19.2625 24.6184 0.0353 -0.0337 0.3352
Si 8.1595 16.5664 24.8028 -0.0191 0.0246 0.2877
Si 5.4054 24.6772 24.8454 0.0721 -0.001 0.1122
Si 8.1969 21.8548 24.4855 -0.0098 -0.1943 0.5196
Si 5.624 30.1755 24.681 0.0227 0.1496 0.3309
Si 8.328 27.2158 24.3375 -0.1025 -0.0077 0.0321
Si 10.868 2.7137 24.7522 0.1199 0.009 0.204
Si 13.584 0.081 24.6481 0.0476 0.0002 0.0978
Si 10.9666 8.2146 24.8718 0.0408 0.1836 0.1508
Si 13.4666 5.5667 24.9501 0.0075 -0.0513 0.1647
Si 10.7741 13.7775 24.6904 -0.0032 -0.0909 0.3362
Si 13.7296 11.0182 24.7292 0.1076 0.1989 0.2957
Si 11.0782 19.329 24.5787 0.1546 -0.09 0.2491
Si 13.5711 16.3791 24.467 -0.0684 -0.3295 0.3833
Si 10.9248 24.4112 24.3741 -0.3412 -0.0299 0.5015
Si 13.8454 21.81 24.4221 -0.126 0.107 0.2021
Si 10.9831 30.0692 24.5814 -0.0135 0.086 0.0427
Si 13.5348 27.2063 24.571 -0.1215 -0.1577 0.2916
Si 1.5026 4.2659 25.5841 -0.0126 0.0122 -0.0538
Si 3.4675 1.7089 26.0433 0.0943 0.1137 0.2526
Si 1.8675 9.0215 25.8684 0.199 -0.2796 0.1691
Si 4.0736 6.8657 25.5865 -0.1986 0.0963 0.2033
Si 0.8945 15.3555 25.9413 -0.151 0.2325 -0.1228
Si 4.3513 11.7641 26.116 -0.2683 0.0455 -0.1871
Si 1.3127 20.3313 25.9599 -0.0289 0.1003 -0.099
Si 3.7568 18.3089 26.0583 -0.1437 -0.1319 -0.475
Si 1.3218 26.2296 25.2049 -0.1882 -0.0347 0.6945
Si 3.3995 23.9291 26.2088 0.0168 0.1396 0.1056
Si 0.6975 31.7702 26.084 0.1346 -0.2357 0.1156
Si 4.1997 29.1058 26.136 0.095 -0.3322 -0.5783
Si 6.2151 4.7305 26.4301 0.0579 0.051 0.0914
Si 9.8537 1.0705 26.1022 -0.0258 0.0949 -0.1192
Si 6.6903 9.6216 26.1461 0.0451 -0.0472 -0.0107
Si 9.8232 6.5728 26.1699 -0.1082 -0.0912 -0.1188
Si 6.7204 15.1012 26.1197 -0.0073 0.0758 -0.2606
Si 9.6587 12.1652 26.092 0.0424 -0.131 -0.3181
Si 7.1103 20.3117 25.9226 -0.1742 0.1096 -0.1806
Si 9.5275 18.2633 25.9796 -0.0797 -0.0238 0.0259
Si 7.404 25.5967 25.7783 -0.2401 0.0557 0.1773
Si 9.4849 23.2037 25.8937 0.0412 -0.1845 -0.0862
Si 7.242 31.2211 26.2067 -0.0564 0.1106 -0.0186
Si 9.3671 28.8111 25.6948 0.012 -0.2485 0.2285
Si 11.921 4.2167 26.2471 -0.0268 -0.0386 -0.1579
Si 15.0863 1.4159 25.9066 -0.0632 0.104 0.0628
Si 12.1074 10.0166 26.1246 -0.1538 0.0061 -0.4322
Si 14.6596 6.9554 26.5721 0.3447 -0.0401 -0.3754
Si 12.3911 14.8896 26.0041 -0.0947 0.0461 -0.1307
Si 14.8372 12.8198 25.9558 0.1522 -0.1742 -0.1248
Si 13.0427 20.1054 25.8873 -0.1319 -0.0295 0.0015
Si 15.1296 17.6588 25.5605 0.1132 -0.0574 0.2482
Si 12.1907 25.5635 25.9114 0.0169 -0.2068 -0.1104
Si 14.7121 23.6755 25.5594 0.1644 -0.3526 0.2355
Si 12.0565 31.655 25.9451 0.0266 -0.0237 0.287
Si 15.3276 28.1558 25.7317 0.2103 0.342 0.3916
Si 1.8749 1.7891 31.602 -0.005 -0.0586 0.2518
Si 1.7913 5.1325 28.5343 0.0195 -0.0774 0.2511
Si 16.0549 3.6745 32.848 0.0317 -0.0099 0.0483
Si 3.9018 12.1061 29.0881 -0.0661 -0.1072 0.3243
Si 0.5503 10.2179 28.4754 0.1842 -0.1238 0.3009
Si 6.5935 12.3984 30.2615 -0.2452 -0.1078 0.1645
Si 16.1836 20.4743 28.7443 -0.097 0.1375 0.3967
Si 15.6066 24.2825 28.2136 -0.0758 0.0105 0.3973
Si 2.2391 24.7842 28.7939 -0.0009 0.151 0.3191
Si 13.3892 28.7609 37.0294 -0.1419 -0.0829 -0.3071
Si 15.8948 31.3247 28.9057 0.1244 0.1146 0.2327
Si 6.0322 1.9182 33.2428 0.0139 -0.1521 0.0743
Si 7.2915 5.2439 29.3954 0.136 -0.1006 0.3482
Si 8.2121 8.009 28.5184 -0.1361 -0.0545 0.0559
Si 9.0865 13.8571 32.9415 0.0841 0.1109 0.0787
Si 8.6095 13.7773 28.3974 -0.0156 -0.1683 0.1705
Si 1.8305 19.3727 30.7809 -0.0298 0.0007 0.1345
Si 5.681 23.0001 30.9339 -0.0325 0.1744 0.1409
Si 5.8392 25.9598 30.7996 -0.0273 -0.0642 0.2781
Si 8.305 27.3747 28.0185 0.0166 -0.0054 0.1467
Si 5.6425 28.2089 28.6711 0.0046 -0.047 0.2719
Si 7.6449 31.8478 29.4205 -0.0108 0.0642 0.2757
Si 8.9941 1.62 29.0531 0.048 -0.1541 0.3747
Si 13.5486 2.6992 28.4546 0.0153 -0.2151 0.1327
Si 9.8638 5.9932 32.5383 0.1435 -0.0449 0.0908
Si 13.9614 9.4872 28.4484 -0.1019 0.1331 0.2952
Si 3.4355 9.8129 31.3114 0.0387 -0.0943 0.204
Si 11.3194 15.188 29.0515 0.1543 -0.0265 0.133
Si 13.2222 20.2981 28.8617 0.1325 0.1373 0.3502
Si 9.518 22.6221 28.8824 0.0243 0.0427 0.1354
Si 9.8856 22.9587 33.8198 0.0168 -0.0968 0.0967
Si 10.5397 25.5762 28.7899 0.2607 0.1368 0.3202
Si 12.5436 27.7186 29.9264 -0.0063 0.011 0.1464
Si 0.558 31.2738 34.6716 0.0638 0.036 -0.2849
Si 3.3679 2.5145 28.9586 -0.055 0.0981 0.3222
Si 1.6252 7.789 30.2017 0.1771 -0.1673 0.3163
Si 8.0512 10.937 32.0902 0.0255 -0.184 0.0231
Si 2.0814 13.3077 33.2756 0.0475 0.0872 -0.0329
Si 3.6162 16.8974 30.6604 -0.2405 0.0262 0.2607
Si 5.4476 16.9434 28.1719 -0.1616 0.0955 0.2268
Si 0.7032 19.2382 33.5061 -0.0209 0.0688 0.0796
Si 14.6014 22.5463 30.2483 -0.0832 0.0854 0.181
Si 4.5965 28.6354 33.8892 -0.0331 0.1415 -0.1419
Si 3.4945 30.1889 28.6564 -0.0562 0.1214 0.5365
Si 6.1305 1.5177 30.1039 -0.0401 -0.2156 0.2735
Si 15.3181 5.1155 28.97 0.0811 0.1925 0.4144
Si 5.6433 9.8346 33.5993 -0.1207 -0.1266 -0.0575
Si 13.7507 8.298 33.4113 -0.0629 -0.1166 -0.0371
Si 7.8238 18.3144 29.556 -0.0054 -0.0484 0.2396
Si 6.5485 20.9899 32.9192 -0.0331 0.1416 0.0917
Si 10.897 18.1063 28.8133 0.0831 0.1109 0.1479
Si 6.7931 21.2677 28.7771 0.0176 0.1033 0.2078
Si 9.7699 26.0805 33.9317 0.1179 0.0362 0.0593
Si 7.7903 32.1267 34.0927 0.0763 -0.0087 -0.0862
Si 8.6165 30.1377 31.881 0.1375 0.0772 0.22
Si 9.6399 3.8402 30.6592 0.1144 -0.0584 0.1235
Si 15.5974 6.4805 31.4651 0.0811 0.0683 0.1739
Si 9.9718 8.8799 31.0386 0.0166 -0.0909 0.3275
Si 8.0895 16.8482 32.4076 0.0879 -0.0624 0.2218
Si 12.049 13.622 31.7082 0.0135 -0.0851 0.1285
Si 1.9773 14.2201 30.4498 0.0333 0.1305 0.1272
Si 9.2893 20.9053 31.5352 0.0263 0.0141 0.2693
Si 11.8514 20.7549 34.793 -0.0534 0.0746 -0.3403
Si 15.159 27.3066 28.4811 -0.063 -0.0247 0.3176
Si 13.0848 30.4386 28.7107 -0.0961 -0.0369 0.4901
Si 15.9788 30.1854 37.299 -0.0922 0.1074 -0.3521
Si 0.4315 5.4346 35.2833 0.0083 0.0413 -0.221
Si 1.7399 27.6996 29.1869 -0.1135 -0.2311 0.2816
Si 1.5718 10.4898 33.7169 0.0406 -0.0524 -0.1741
Si 3.8504 10.6725 35.6775 0.0031 0.0176 -0.1395
Si 15.3799 16.9998 34.9565 0.0228 0.0014 -0.0848
Si 0.4838 13.2947 28.2013 -0.1245 0.028 0.0457
Si 14.8978 21.2013 34.7642 -0.0203 -0.0126 -0.1542
Si 3.7652 16.6638 36.0019 -0.069 -0.1413 -0.246
Si 1.8996 31.5282 30.8235 0.0083 0.0659 0.217
Si 2.4428 28.6544 31.9758 -0.1548 0.0048 -0.0871
Si 3.3984 5.3931 35.7176 0.0355 0.0511 -0.2285
Si 12.6225 3.6215 36.2716 -0.024 -0.1205 -0.2343
Si 7.4213 4.31 32.191 -0.0746 -0.0964 0.197
Si 10.3905 2.4595 37.9289 -0.0022 -0.0185 -0.0983
Si 7.3614 13.6611 35.3357 0.0689 0.0337 -0.1853
Si 5.2062 13.5544 32.9261 -0.0751 0.024 0.0212
Si 15.3899 23.6695 33.1808 -0.0952 0.2266 -0.1474
Si 2.0791 23.4965 33.9716 -0.0283 -0.0011 -0.075
Si 3.4256 24.6486 31.6665 0.0258 0.0219 0.2057
Si 1.5375 28.0894 37.4092 -0.1558 -0.0513 -0.3193
Si 7.255 27.4774 33.0612 -0.0051 -0.0177 -0.0127
Si 14.5148 1.8073 34.6567 0.0478 0.0094 -0.0878
Si 14.5577 31.9751 33.0166 0.0613 -0.0222 -0.0058
Si 12.7458 10.3614 31.2388 -0.1638 0.1184 0.2984
Si 3.3546 2.7605 34.1495 -0.1059 -0.044 0.0195
Si 10.6769 18.5354 32.936 0.0577 0.0615 -0.0215
Si 7.8145 21.715 35.6933 0.0685 0.1067 -0.2888
Si 11.1265 28.4351 32.4427 0.0654 0.0488 -0.0218
Si 13.737 17.6291 37.3742 -0.0427 0.1117 -0.2176
Si 5.3895 0.4954 37.2257 0.32 0.0258 -0.2918
Si 13.7701 0.094 29.9966 0.0806 -0.1636 0.2289
Si 14.7588 5.0549 37.5902 -0.0412 -0.1725 -0.2118
Si 2.689 0.7812 38.1569 0.0425 0.0956 -0.3262
Si 0.7489 9.816 37.8692 -0.0232 -0.128 -0.0919
Si 2.1802 12.6065 37.2779 0.0895 0.121 -0.2652
Si 1.2292 15.0859 35.542 -0.0264 0.111 -0.1705
Si 5.9077 15.009 37.5007 -0.0086 0.0384 -0.2679
Si 5.2002 21.8678 37.4572 0.102 0.0827 -0.3485
Si 4.2212 18.8959 37.9559 -0.1153 -0.1283 -0.1667
Si 14.2073 24.9231 36.9836 -0.2299 0.0288 -0.4114
Si 2.4658 23.3063 36.9977 -0.0168 -0.0607 -0.2009
Si 13.3243 29.3222 34.2139 0.0924 0.0143 -0.2055
Si 1.8672 28.4253 34.6538 -0.1227 -0.031 -0.3066
Si 4.8298 6.2932 38.0208 0.151 -0.1059 -0.2856
Si 4.8878 8.0163 35.8049 -0.0532 -0.1133 -0.2405
Si 11.7902 6.3128 34.9241 0.072 -0.0193 -0.0756
Si 5.1911 16.5706 33.1203 0.0369 -0.0423 0.0628
Si 6.9047 12.4466 37.9235 0.0501 -0.0982 -0.0623
Si 3.2968 20.6713 33.0344 0.0019 0.0315 -0.076
Si 4.5961 28.6914 37.9697 0.0854 0.0589 -0.225
Si 10.3364 20.7854 37.3816 -0.1288 0.0568 -0.4612
Si 8.2163 0.5873 36.5413 0.074 0.2051 -0.2398
Si 5.6774 30.5536 35.6989 0.0407 0.2832 -0.2871
Si 12.4162 6.9277 37.806 -0.1355 0.0167 0.0762
Si 16.1162 8.5381 35.0878 0.018 -0.12 -0.1895
Si 1.0626 1.2376 35.7384 -0.0464 -0.0593 -0.2646
Si 11.2458 16.4315 36.2254 0.1473 0.0347 -0.2163
Si 12.7086 14.9904 38.3221 -0.0193 -0.069 -0.3578
Si 9.6024 17.9478 38.0964 -0.0409 -0.2025 -0.258
Si 12.592 16.2142 33.4464 -0.0043 0.0566 0.0235
Si 14.3543 26.3693 34.347 0.0086 0.0119 -0.4443
Si 15.9344 22.2957 37.3559 0.037 -0.0434 -0.2702
Si 8.3156 31.5921 38.9433 -0.0137 -0.0217 -0.1721
Si 12.0355 26.112 35.7575 -0.2454 -0.0864 -0.2235
O 15.613 31.234 38.4798 0.2375 -0.076 -0.0391
O 2.6202 32.0719 38.82 0.0551 -0.2779 0.0626
O 1.1997 3.7382 39.909 0.0428 0.4687 0.2881
O 2.9313 1.8651 39.334 0.031 -0.201 -0.003
O 13.9066 6.4126 37.3943 0.2127 -0.0073 -0.2044
O 15.6086 5.1374 38.9621 0.3545 0.3608 0.3088
O 1.9326 8.9963 38.6521 0.3344 0.0694 -0.028
O 1.2457 11.2874 37.3983 0.0092 -0.0217 -0.2445
O 15.1454 12.358 39.988 -0.1916 -0.4359 -0.1364
O 16.0131 10.0896 38.989 -0.1341 -0.2128 0.0118
O 6.9958 14.9797 36.2628 0.069 -0.0545 0.2998
O 4.4853 15.6092 37.0072 -0.0721 -0.2059 0.2027
O 1.0529 15.2159 39.6566 -0.0605 0.1073 0.2554
O 15.528 17.504 39.8266 0.0685 -0.1974 -0.017
O 2.7548 19.1288 38.6091 -0.0839 0.1199 0.187
O 5.0351 20.2546 37.6092 0.1422 -0.2416 0.1555
O 1.1673 22.3553 37.2881 0.1023 -0.0102 0.0982
O 1.1222 20.4868 39.8001 -0.0426 -0.2128 0.3751
O 2.644 24.3308 38.2777 0.1957 0.0066 0.76
O 1.5517 25.8236 0.0694 -0.3985 0.2792 0.1979
O 12.5982 24.7729 36.5518 0.0694 -0.1356 -0.0421
O 15.0212 28.857 37.2451 0.2876 -0.0237 -0.0487
O 4.2077 29.9081 38.9924 -0.1712 0.2099 -0.2503
O 16.1301 31.5402 33.2777 0.1602 0.102 -0.0444
O 3.8884 1.1078 37.0651 -0.2343 0.1603 -0.0473
O 8.6583 30.0071 38.8935 -0.1846 0.2386 -0.0769
O 9.4235 3.1031 39.0701 -0.2964 -0.0267 0.1843
O 13.2116 2.3045 35.498 -0.039 -0.1174 0.1611
O 3.6118 7.025 38.8286 -0.3101 -0.0831 -0.0594
O 5.8663 5.7622 39.1033 0.2172 0.1941 0.1412
O 5.6933 7.2607 37.0007 0.1473 -0.0318 0.247
O 9.5197 7.2423 39.8569 -0.05 -0.0038 0.4327
O 6.3748 11.0458 38.5637 0.0448 -0.2123 0.1305
O 7.4483 9.1431 39.877 -0.496 0.2565 0.4024
O 5.622 13.47 37.9556 0.1403 0.0206 0.2696
O 8.092 13.1912 38.7803 0.1826 0.3593 0.2431
O 4.9567 17.9817 39.0955 0.0912 0.1041 -0.0313
O 6.4409 15.839 38.8039 -0.2173 0.0042 0.2094
O 8.132 18.4542 38.6382 -0.3183 0.2725 0.2302
O 6.8765 20.5554 39.7385 -0.2283 0.0955 0.0212
O 6.5557 22.2438 36.6002 -0.0819 -0.1522 0.3599
O 5.2857 22.5065 38.9591 0.2163 -0.2022 0.5044
O 9.1865 23.6933 39.6637 0.3153 -0.2267 0.1608
O 7.2253 25.7431 39.6251 -0.0681 -0.1269 0.6216
O 5.5231 27.5708 38.7037 0.1148 -0.1192 0.1228
O 3.1516 27.9789 37.6187 0.1125 0.1169 0.2401
O 5.5823 0.5354 38.847 -0.1894 -0.0202 0.3303
O 5.1845 31.8325 36.5483 0.137 0.0505 0.0309
O 9.5121 32.611 39.4168 -0.1121 0.3276 -0.1706
O 9.3832 1.5352 37.0751 0.0907 0.0798 -0.1251
O 11.6866 1.7622 38.6277 0.3264 -0.261 0.2202
O 13.8105 0.2686 39.1763 0.1165 -0.2578 0.2711
O 11.5814 5.9216 38.8305 -0.1399 -0.0042 0.1314
O 15.9147 1.7046 35.5147 0.0619 0.0036 0.3111
O 12.8048 8.2625 38.6564 0.2869 0.0386 0.0808
O 0.1509 6.9789 34.8227 0.1503 0.1621 -0.0594
O 9.9305 11.9212 39.9824 -0.4175 0.0747 0.3285
O 11.915 10.0567 40.017 0.1473 -0.1296 0.1588
O 13.4411 13.5673 38.6242 -0.2858 0.1087 0.3441
O 12.0026 15.1958 39.7802 0.1375 0.0228 0.217
O 12.3232 17.626 36.5535 -0.1446 0.1061 -0.0627
O 10.1947 17.0015 39.2609 -0.0609 -0.1753 0.2005
O 11.4743 15.9891 34.6591 -0.288 0.0634 0.2248
O 13.7224 18.7777 38.5407 0.1284 0.2 0.2975
O 10.5783 21.9331 38.4943 0.2333 0.2144 0.1108
O 10.4708 19.3165 38.0477 0.2764 0.1096 0.2645
O 14.1565 25.2916 38.5716 0.292 -0.1139 0.1869
O 15.5557 22.0422 38.9159 -0.1115 0.0653 0.1292
O 9.9262 28.1088 39.8372 -0.1234 0.1678 0.314
O 11.9656 26.2483 39.7323 0.3036 -0.1758 0.1962
O 12.8222 29.0584 38.5021 -0.05 -0.1652 0.3472
O 11.4819 30.8925 39.4521 0.1993 -0.1122 0.4787
O 1.4522 5.1901 26.9481 -0.0919 -0.1309 -0.1381
O 0.4367 4.5685 29.2683 -0.1841 -0.3886 -0.2251
O 3.2175 1.5157 27.6789 0.2912 -0.4933 -0.5229
O 2.4819 2.9927 25.8305 0.0835 -0.4143 -0.1273
O 1.5057 9.7693 27.2689 0.0166 0.3273 -0.0054
O 0.6239 14.2652 29.5255 -0.2344 -0.1542 -0.3745
O 4.9513 5.8367 26.58 0.3223 0.0357 -0.3386
O 3.0423 7.9151 26.3876 -0.2258 0.1279 -0.2958
O 16.1659 16.566 26.4335 -0.1082 -0.0929 -0.4495
O 1.3327 14.1884 27.0879 0.2853 0.2177 -0.2208
O 8.4909 15.2469 32.2867 -0.0987 -0.1099 -0.2881
O 3.4991 12.0737 27.5087 0.0795 -0.0167 -0.3361
O 2.4997 19.3047 26.5071 0.0357 0.2051 -0.3165
O 4.5219 18.1056 27.5057 0.2531 0.0293 0.0059
O 4.7165 16.4549 29.5455 0.0572 -0.163 -0.1499
O 2.7366 18.1621 30.199 0.0599 0.1617 -0.3957
O 2.1857 25.0436 25.9985 0.2753 -0.2906 -0.1058
O 0.7581 24.1595 28.6459 0.1172 -0.306 0.2245
O 4.1542 23.209 31.4415 0.1564 -0.2985 -0.2339
O 3.3642 23.9436 27.9153 0.0741 0.0277 -0.4832
O 3.0227 31.4483 29.6008 0.0776 -0.0304 -0.4212
O 0.4767 31.1367 27.6194 0.2873 0.0195 -0.1929
O 3.7334 30.4764 27.0434 0.1616 -0.3083 0.0438
O 4.9607 28.052 27.178 -0.1167 0.3179 -0.3517
O 6.6964 4.5602 28.0264 -0.2838 -0.2295 -0.495
O 6.6255 3.4757 33.3642 0.106 0.2485 -0.0661
O 9.2048 1.7927 27.4504 0.182 0.0041 -0.3195
O 7.4987 2.1667 29.4736 0.1073 0.372 0.0341
O 7.3124 9.0243 27.5835 0.1422 -0.1415 -0.2969
O 5.4606 10.6275 26.6105 -0.0683 0.2858 -0.1454
O 7.2444 6.8764 29.219 0.0042 0.236 0.095
O 9.0745 8.7628 29.6857 -0.3276 -0.1828 -0.4087
O 6.9878 17.4065 28.4771 0.2404 -0.0123 0.065
O 7.7541 14.4342 27.1952 0.1519 0.0337 -0.09
O 9.2874 12.4596 27.6982 0.0988 -0.0653 -0.1577
O 5.5071 15.7693 27.044 0.0563 -0.2849 -0.0857
O 6.3341 21.0142 27.2298 -0.1564 -0.3365 -0.0655
O 8.3507 19.348 26.5456 0.2613 -0.4033 -0.136
O 10.6104 17.854 27.2108 -0.3517 -0.15 -0.1637
O 12.8514 14.8181 32.5768 0.014 -0.0736 0.0443
O 7.2306 26.5117 27.135 0.0865 -0.0074 0.234
O 7.2721 28.4461 28.7211 0.0104 -0.1506 0.1659
O 10.0379 22.4401 27.3086 -0.0107 0.1276 -0.4187
O 8.448 24.4221 26.3574 -0.1223 0.0379 -0.2643
O 7.2752 31.4354 27.8751 -0.3966 -0.2845 -0.6397
O 6.3233 32.6951 29.9433 0.0057 0.1551 -0.3253
O 9.5205 28.1102 27.1996 0.0668 -0.0969 -0.1338
O 8.2554 29.9669 25.9945 0.1739 -0.1536 -0.1162
O 9.2894 7.2839 27.546 0.2695 -0.2134 0.059
O 10.8316 5.3702 26.7522 0.0497 -0.0706 -0.4681
O 14.5082 2.0793 27.2943 0.2162 0.2002 -0.0605
O 16.3169 0.3995 26.3038 -0.0066 -0.0409 0.0333
O 12.6465 10.0863 27.6955 0.0191 -0.3035 -0.0802
O 10.8276 11.0288 26.2156 0.3066 -0.2018 0.2867
O 14.0412 7.9667 27.7696 -0.0457 -0.3825 -0.5715
O 15.2111 5.6493 27.4333 -0.0724 0.1187 -0.2753
O 13.4384 13.6423 26.0729 -0.1075 -0.0134 -0.0493
O 12.0801 15.1376 27.6158 -0.0952 0.0595 -0.3599
O 15.4309 13.0055 27.5205 -0.0957 -0.0222 -0.2655
O 14.0675 16.6525 34.0306 0.1224 -0.1508 -0.0271
O 9.7721 21.4616 30.0432 0.006 -0.1104 -0.247
O 12.8465 20.861 27.3615 -0.1314 -0.0502 -0.1481
O 8.7476 22.887 35.011 -0.1218 0.2131 0.2052
O 14.0312 18.7774 26.249 -0.2863 0.4607 -0.2667
O 11.2196 25.6296 27.2882 0.1014 0.0987 -0.3886
O 11.5746 26.4319 29.7201 -0.1205 -0.2154 0.0741
O 13.3897 24.4568 26.2095 0.1226 0.1944 -0.0871
O 15.4942 23.2616 26.9479 -0.1038 0.0356 0.0445
O 12.8283 30.8491 27.1613 -0.1093 0.3789 -0.3931
O 10.9415 32.7069 26.6293 -0.0643 0.2201 -0.0543
O 0.3201 27.2722 26.0724 -0.0109 0.2634 -0.4869
O 14.6931 30.2126 29.0225 0.1227 -0.3141 -0.3162
O 13.1698 29.7997 35.7782 -0.0977 0.2268 0.196
O 1.9301 0.1319 31.6818 0.1307 -0.054 -0.0431
O 3.0646 4.121 28.7455 0.2802 -0.0458 -0.0586
O 0.4413 2.4917 32.0108 -0.1425 -0.0788 -0.0184
O 0.7211 7.0805 31.378 -0.0084 0.054 -0.157
O 2.0237 6.6541 29.091 0.3071 -0.0952 -0.4285
O 7.314 10.97 30.624 0.0727 -0.0316 -0.1346
O 3.5933 10.7821 30.0112 -0.1475 -0.1712 -0.33
O 0.9397 11.7947 28.762 0.1199 0.1625 -0.2042
O 11.3999 16.7397 29.5523 0.0138 -0.0901 0.1104
O 2.5577 15.6743 30.8879 0.0511 -0.1104 0.1023
O 1.5125 13.4227 31.776 -0.0234 -0.1808 -0.1989
O 14.6565 22.7614 34.3179 -0.0368 -0.0779 0.2145
O 0.2609 20.7128 27.199 0.0975 0.2445 -0.299
O 14.7501 19.6573 28.8444 0.1703 0.04 -0.3162
O 13.3118 21.5365 29.9835 0.0341 -0.3522 -0.0296
O 2.4304 24.7645 30.4113 -0.2158 -0.0869 -0.1782
O 14.3962 28.0191 34.064 0.1404 -0.0535 0.0486
O 0.1295 27.789 29.1873 0.0119 0.18 -0.1645
O 14.6913 28.2956 27.2652 -0.0282 -0.0284 -0.2795
O 2.3312 29.0541 28.5457 -0.3644 -0.0654 -0.0952
O 4.7368 1.8902 34.2438 0.0364 0.0484 0.1224
O 5.7456 1.7917 31.6527 -0.1625 0.0027 -0.1711
O 8.5671 3.2274 31.743 -0.1337 0.0901 0.1611
O 8.8732 4.8062 29.5695 0.147 0.1983 0.0408
O 10.5986 4.8314 31.5705 -0.0933 -0.2117 0.1084
O 8.2537 5.6441 32.6901 -0.0314 0.1345 -0.0326
O 7.1281 10.3239 33.2642 0.0441 0.0395 0.1571
O 4.7889 9.693 32.2139 0.0049 0.1698 -0.217
O 6.7441 17.0263 33.3371 0.0066 0.263 0.252
O 7.7171 13.4497 29.7272 0.1202 0.33 -0.0469
O 0.697 18.9497 31.8939 -0.0751 0.1393 -0.0779
O 5.6336 21.8648 29.7629 0.0332 0.0214 -0.3242
O 7.2154 19.8241 29.42 -0.0448 0.073 0.0256
O 10.3614 19.6842 31.8042 -0.155 -0.0064 -0.2427
O 16.0551 20.4544 33.8707 0.0903 0.3073 -0.1657
O 7.8891 22.4928 28.7529 -0.277 -0.0656 -0.0617
O 4.859 29.5153 29.3118 0.1412 0.0091 0.148
O 5.395 26.8268 29.5004 -0.2449 0.2119 -0.1864
O 1.4681 27.9915 33.131 -0.1073 0.089 -0.0636
O 5.9253 27.7197 33.9693 -0.0692 0.015 -0.0536
O 7.9981 30.6058 30.4368 0.1064 0.173 -0.3855
O 8.5917 31.4564 32.8537 0.1239 0.1298 -0.0883
O 10.1516 2.5033 29.8549 0.0408 0.1074 -0.3251
O 8.976 0.0261 29.4424 0.0685 -0.2525 -0.29
O 2.9294 2.5427 32.5878 -0.1718 0.0044 0.0083
O 12.2923 3.3758 27.6479 -0.0257 0.3404 -0.0766
O 12.5665 7.29 33.8747 -0.1495 -0.2252 -0.1938
O 10.1064 7.4361 31.802 -0.1557 0.0998 -0.2091
O 15.3899 10.1538 28.0382 -0.1532 0.0416 -0.2105
O 13.8068 9.9151 30.0478 0.3206 -0.2269 -0.3874
O 10.6338 13.6278 32.5215 -0.0594 0.2078 -0.0186
O 11.9676 14.1809 30.1688 -0.1612 -0.142 -0.2027
O 9.3891 22.2334 32.4659 -0.014 -0.2369 -0.3926
O 15.279 25.8215 27.833 0.2369 -0.1977 -0.3152
O 9.7443 14.8256 28.8852 -0.2274 0.0125 0.1708
O 10.2196 24.0484 29.3392 0.1791 0.071 -0.1708
O 11.2901 22.1703 34.1582 0.0422 -0.0158 0.1182
O 12.4017 28.1674 31.4767 -0.1153 0.0015 0.0487
O 9.104 26.3471 28.991 -0.1648 -0.0963 0.0396
O 14.0676 27.2543 29.6798 0.3044 0.0627 -0.192
O 10.0514 24.5371 33.4884 0.1494 0.0299 -0.0189
O 11.7839 28.9458 33.8315 -0.0297 0.1537 0.3874
O 12.2483 29.0692 29.0293 -0.1533 0.0113 -0.3403
O 15.8918 30.9771 35.8692 -0.1984 -0.2941 0.3348
O 1.3894 32.6331 34.9829 -0.1089 0.0075 -0.101
O 2.2705 2.0715 30.0638 -0.0404 0.1315 -0.1581
O 4.2266 5.0726 37.095 -0.0467 0.026 0.217
O 2.5921 10.0184 34.8785 -0.0464 -0.0972 0.1085
O 3.0494 8.3083 30.8127 0.1445 -0.0587 0.1183
O 1.2634 12.0732 33.9643 0.1233 -0.0158 -0.1267
O 8.3885 12.4867 32.4231 -0.3064 0.1879 0.0468
O 5.5206 12.2804 29.0611 0.2394 -0.094 -0.0293
O 3.1996 13.4232 29.7301 0.0742 0.0046 -0.0404
O 3.696 13.0409 33.2751 -0.1059 -0.2095 0.0248
O 4.4117 16.554 34.5273 0.112 -0.2315 0.1204
O 4.3538 17.4412 32.029 0.0653 -0.1086 -0.2213
O 0.8024 9.114 29.6757 -0.3445 0.2017 -0.3072
O 2.7088 24.7176 33.1086 0.2148 0.1931 -0.0672
O 14.8162 23.0457 31.7794 -0.0947 -0.1768 -0.1217
O 10.4425 26.2421 35.4401 -0.1709 0.0236 0.1897
O 3.439 28.0327 34.8635 -0.1288 -0.1919 0.1392
O 2.2799 26.3832 28.4031 0.2548 0.2175 -0.067
O 2.1301 30.2412 31.7884 0.0865 0.2103 -0.185
O 0.418 31.274 30.229 -0.1569 -0.0929 -0.0064
O 4.9182 2.2715 29.3463 0.1904 0.188 -0.2933
O 6.8147 0.5255 33.578 0.1171 0.083 0.1664
O 11.574 7.069 36.3826 0.0486 0.1994 0.2347
O 10.4265 5.9769 34.0764 -0.1178 -0.1939 0.1625
O 5.7258 8.4435 34.4654 -0.0128 0.0092 -0.1181
O 6.5675 4.7756 30.8308 0.0476 0.2059 -0.1225
O 9.3182 9.9508 32.074 -0.0281 0.2082 0.256
O 11.3994 9.592 30.7124 -0.04 0.1116 -0.2622
O 8.7916 13.9113 34.5632 0.0088 -0.0305 0.007
O 12.5914 12.0243 31.558 -0.046 -0.0748 -0.0511
O 2.2939 19.6019 33.866 0.2117 -0.1081 -0.0147
O 2.9275 22.1175 33.7216 -0.1308 0.0419 -0.0779
O 2.7844 20.5267 31.4709 0.1061 0.1081 -0.1329
O 6.4762 22.5051 32.2824 0.2198 -0.2012 -0.1754
O 7.1378 20.8882 34.4463 0.0801 0.0482 0.0434
O 2.156 23.9832 35.5324 -0.3085 -0.1206 0.2296
O 8.2111 26.5569 34.0202 -0.145 0.147 0.1819
O 10.3618 27.0371 32.7471 -0.3114 -0.1098 0.1223
O 4.7913 30.1892 34.37 -0.1074 -0.1923 -0.0608
O 7.0046 26.6699 31.6674 0.0911 0.2273 0.0325
O 7.7651 28.9585 32.6119 0.1197 -0.073 -0.1605
O 11.09 3.4476 36.8195 0.0081 -0.0388 -0.0153
O 14.758 2.9165 33.478 0.0106 -0.0769 -0.132
O 13.169 1.568 29.605 -0.2784 0.3588 -0.4648
O 3.6955 4.3218 34.5204 -0.1366 -0.0087 0.0952
O 15.5456 4.9232 31.9473 -0.0463 -0.2462 -0.2898
O 13.215 9.6452 32.6483 0.1636 0.011 0.0944
O 14.3042 3.8914 29.2632 -0.1342 -0.0507 -0.0477
O 0.3074 9.5082 33.9035 0.0167 0.0796 -0.0134
O 9.3165 17.6447 33.1345 -0.0463 0.1975 -0.0863
O 7.6892 17.4887 30.9667 -0.1061 0.2439 -0.3232
O 9.4181 18.5028 29.3502 -0.124 0.1483 -0.0635
O 0.128 17.8821 34.2055 0.0846 -0.1722 -0.0497
O 14.9286 17.8514 36.2833 0.1898 -0.0208 0.2899
O 15.9375 21.8072 29.6689 0.2642 -0.2267 -0.1247
O 12.0474 19.2136 29.2068 -0.1829 0.0452 -0.0721
O 11.0435 19.4241 34.2634 -0.2968 -0.0637 0.3668
O 6.2914 24.431 30.3982 0.1511 -0.1567 0.025
O 13.7296 30.5875 33.2623 0.1624 0.0369 0.114
O 15.072 32.7427 28.9918 -0.0333 -0.0802 0.0137
O 12.6614 31.7217 29.6659 -0.2063 0.0766 -0.1508
O 10.1459 29.5564 31.7559 0.1537 0.1831 -0.007
O 14.2635 32.6401 31.5472 0.034 -0.0845 -0.282
O 12.7474 26.0448 34.2715 -0.244 0.2076 0.1801
O 2.1382 2.2904 35.1165 -0.092 -0.2018 0.1396
O 1.824 5.3681 36.0969 -0.0187 -0.1917 0.3594
O 2.2353 27.6681 30.7283 -0.092 -0.2371 -0.1128
O 1.1045 29.6689 37.5928 0.1935 -0.0732 0.2604
O 0.5476 4.4166 34.0068 0.0568 -0.03 0.1304
O 2.1992 10.3595 32.2271 0.0073 0.0142 -0.068
O 3.501 12.0527 36.4555 0.11 0.3555 0.1205
O 0.1468 8.9874 36.5942 0.2356 0.2757 0.3685
O 13.8475 16.1344 38.0482 0.0116 -0.2658 0.1228
O 16.0873 15.6005 35.4431 -0.1659 -0.2659 0.1791
O 1.7544 14.6847 34.0538 0.1165 0.1508 -0.1318
O 1.3574 13.7765 36.4939 0.0499 -0.214 0.1464
O 13.441 20.4911 34.5302 -0.1111 -0.329 0.0163
O 1.0541 19.7868 29.4369 -0.0491 -0.2846 -0.3175
O 2.1758 16.3211 36.0358 0.0084 0.2112 0.1535
O 4.0252 18.1642 36.5234 0.0261 0.4634 0.2715
O 1.6274 30.0491 34.6557 0.046 0.0646 0.1286
O 15.211 23.6663 36.881 0.0089 0.0767 -0.0566
O 4.0284 28.6275 32.3683 -0.065 -0.2717 -0.2114
O 1.0994 27.6734 35.8689 0.1994 -0.2429 0.3033
O 1.2988 1.0694 37.3441 -0.1738 -0.2217 0.3232
O 3.7675 6.9324 35.2614 -0.1254 -0.1025 0.2011
O 6.6875 1.2577 36.5156 -0.1556 -0.1685 0.246
O 5.0056 10.9808 34.5712 0.02 0.1603 0.1321
O 4.3312 9.3786 36.5582 0.1922 -0.026 -0.0739
O 13.6529 3.851 37.5403 0.237 -0.0805 0.2846
O 7.0527 3.8082 40.0324 -0.0047 0.203 0.3205
O 5.1611 15.0953 32.4504 -0.101 0.0554 -0.3003
O 2.6487 13.2138 38.7083 0.0962 0.0614 0.4141
O 6.1922 13.4615 34.2105 0.0176 0.0309 0.0135
O 5.7469 12.762 31.62 -0.1471 0.0633 -0.2305
O 15.3721 21.1468 36.3318 0.0841 0.1355 0.2281
O 15.0945 25.2986 33.3216 0.1935 -0.0397 0.1262
O 11.5994 20.9156 36.3768 0.276 -0.0872 0.2531
O 4.9599 20.4338 33.028 -0.0571 0.1507 -0.0716
O 8.8084 0.1093 35.0949 -0.1905 -0.1697 0.3283
O 12.609 27.3916 36.598 0.1627 0.0963 0.4296
O 7.1136 30.9314 34.9963 -0.1003 -0.0301 0.1631
O 5.5099 29.2707 36.7201 -0.0877 -0.1779 0.2617
O 12.5794 4.9006 35.2327 -0.1002 -0.0738 -0.1549
O 14.1364 0.3302 34.0849 -0.0902 0.0467 0.2324
O 14.7125 7.4643 32.3908 -0.05 -0.1536 -0.1341
O 14.5149 8.6832 34.8085 0.0423 -0.2074 0.0041
O 14.9863 6.3982 29.9479 -0.1383 -0.1642 -0.367
O 15.6911 4.8747 36.2748 0.0423 0.0967 0.2039
O 11.9248 17.4925 32.6047 0.1393 0.0204 -0.1302
O 11.6042 15.0841 37.1163 0.1639 -0.1378 0.2508
O 7.4179 12.3635 36.3502 0.0379 -0.2569 0.3663
O 8.8682 20.859 36.6132 0.2132 -0.3128 0.3802
O 7.7616 20.3128 31.9698 0.1314 -0.2667 -0.214
O 14.4938 23.9082 29.361 0.1669 0.0833 -0.3742
O 4.5223 25.84 31.747 0.0728 -0.0804 0.1382
O 9.7833 17.0746 36.6789 -0.1094 0.0011 0.2897
O 0.5695 23.3498 33.3746 0.2358 0.0033 -0.1954
O 7.9511 32.067 37.4489 -0.164 -0.1534 0.3124
O 7.0639 31.604 40.0046 0.1864 -0.2678 -0.1326
O 14.8514 25.9947 35.883 0.3037 -0.2219 0.1637
O 0.6489 27.201 38.4297 -0.1517 0.114 0.3314
O 3.8515 22.4684 36.7673 -0.0456 0.1517 0.2543
Si 0.1665 32.745 5.5974 -0.0178 -0.002 -0.0137
Si 2.8415 2.7605 5.5262 0.0548 0.0701 -0.0421
Si 0.0938 5.495 5.5447 -0.0069 -0.0343 -0.0591
Si 2.7572 8.2299 5.4414 0.0265 -0.0693 -0.0882
Si 0.1413 10.8946 5.4688 -0.0424 0.0942 -0.018
Si 2.7929 13.6591 5.3991 -0.0092 0.0395 -0.0795
Si 0.0685 16.4062 5.4564 -0.0155 -0.0059 -0.0268
Si 2.7396 19.1629 5.4295 -0.0148 0.0111 -0.0467
Si 16.382 21.9209 5.3726 0.0071 -0.0063 -0.042
Si 2.7125 24.6646 5.376 0.0512 -0.0218 -0.0211
Si 0.129 27.3741 5.3706 0.0836 0.0425 -0.0413
Si 2.8799 30.0065 5.4855 -0.034 -0.0041 -0.0552
Si 5.5748 32.7691 5.5289 -0.1036 -0.0698 -0.0382
Si 8.3458 2.6951 5.5383 -0.0507 -0.0022 -0.0335
Si 5.5167 5.4775 5.5137 0.0642 0.0235 -0.0632
Si 8.1845 8.2407 5.6211 0.012 -0.0428 0.0808
Si 5.4382 10.9833 5.4701 0.0346 -0.0363 -0.0115
Si 8.1698 13.7335 5.4974 0.0525 -0.0009 0.031
Si 5.4954 16.4031 5.4448 -0.0305 0.0162 -0.0308
Si 8.2288 19.1263 5.412 -0.0636 0.0252 -0.0492
Si 5.4717 21.8778 5.4447 0.0004 -0.0567 -0.0733
Si 8.2555 24.5681 5.4662 -0.0031 -0.0014 -0.01
Si 5.4997 27.3317 5.482 0.0074 0.0157 -0.0323
Si 8.2742 30.0702 5.5477 0.0476 0.0359 0.0346
Si 11.0893 0.0389 5.5389 0.0759 0.0817 0.02
Si 13.7344 2.8079 5.6628 0.0047 -0.0102 0.0499
Si 11.0223 5.4942 5.7269 -0.0391 0.0143 0.0276
Si 13.8005 8.2137 5.5983 0.0087 0.0558 0.0158
Si 10.9668 10.9949 5.6527 0.0012 -0.0313 0.0837
Si 13.7213 13.7007 5.5407 -0.0389 -0.0562 -0.0015
Si 10.9221 16.4943 5.4814 0.104 0.0076 -0.0314
Si 13.6767 19.1882 5.3997 0.0485 -0.019 -0.0463
Si 10.9885 21.8568 5.4858 -0.1167 -0.012 -0.0196
Si 13.7595 24.5988 5.4131 0.0048 0.0046 -0.0042
Si 11.063 27.2764 5.5181 -0.092 0.0104 0.0559
Si 13.8458 30.1169 5.4881 0.0706 0.1453 -0.0089
Si 1.4865 1.3847 6.9076 0.0078 -0.0158 -0.0237
Si 4.1778 4.1236 6.906 -0.0364 -0.0303 0.0201
Si 1.4416 6.883 6.8859 -0.0373 0.0039 -0.0077
Si 4.0988 9.5999 6.8449 -0.0451 0.0808 -0.0075
Si 1.4518 12.3134 6.8284 0.0106 -0.0467 -0.0156
Si 4.1231 15.0385 6.8074 0.014 -0.0005 -0.0105
Si 1.4026 17.7954 6.8189 -0.0211 -0.0103 0.0356
Si 4.1066 20.5175 6.8094 0.0127 0.0007 0.0327
Si 1.3598 23.2823 6.7584 -0.0502 0.0451 -0.0097
Si 4.1019 25.9703 6.8089 -0.0108 0.0282 0.0153
Si 1.4625 28.6816 6.8353 0.0271 -0.0347 -0.0169
Si 4.1862 31.4142 6.8782 0.0486 0.0276 -0.0405
Si 6.9363 1.3464 6.8904 0.1095 -0.0511 -0.0313
Si 9.622 4.0837 6.9763 0.042 -0.0026 -0.0142
Si 6.839 6.8364 6.9331 0.0144 0.031 0.0174
Si 9.5746 9.6093 6.9538 -0.032 0.0676 0.0297
Si 6.8209 12.337 6.8555 0.041 -0.0406 -0.0435
Si 9.561 15.105 6.8474 -0.0633 0.0435 -0.0252
Si 6.8643 17.7749 6.8115 0.0807 -0.0537 -0.0232
Si 9.5894 20.4903 6.8159 0.0464 0.0029 0.0015
Si 6.8601 23.2228 6.821 0.0497 -0.0152 0.0217
Si 9.6317 25.9359 6.8423 0.0603 -0.025 0.0361
Si 6.8775 28.6943 6.8664 0.0319 -0.0302 -0.0094
Si 9.6681 31.463 6.8704 -0.0548 -0.0078 -0.0219
Si 12.3777 1.4031 6.9726 -0.0639 0.0164 -0.0168
Si 15.1391 4.1616 6.9636 0.0017 -0.0396 -0.0568
Si 12.4163 6.887 6.9948 -0.0071 -0.0457 -0.0273
Si 15.165 9.6004 6.9104 0.0139 -0.091 -0.0002
Si 12.3645 12.3653 6.9433 -0.0297 -0.0034 0.0294
Si 15.1013 15.0725 6.8601 0.0031 -0.0137 0.0247
Si 12.3287 17.8369 6.8235 -0.0873 0.0279 -0.0086
Si 15.0514 20.5414 6.7802 -0.0028 0.0004 -0.016
Si 12.3722 23.2488 6.8107 -0.0189 0.0285 -0.0221
Si 15.1356 25.9984 6.7586 -0.0275 -0.0253 -0.025
Si 12.4261 28.7202 6.8207 -0.0467 -0.0107 0.0098
Si 15.1559 31.4338 6.937 0.0297 -0.0958 0.0297
Si 0.0972 2.7476 8.2721 -0.0241 0.0127 0.0233
Si 2.8321 32.7994 8.2518 -0.0106 0.0138 0.0294
Si 0.0862 8.2254 8.2874 -0.0169 0.0291 0.016
Si 2.7975 5.5008 8.256 0.014 -0.0028 -0.0133
Si 0.0638 13.6798 8.2035 -0.0403 0.0097 -0.0161
Si 2.7727 10.9627 8.2442 0.0034 -0.0147 0.0184
Si 0.0176 19.1703 8.164 0.0059 -0.0081 -0.0112
Si 2.7633 16.4166 8.1831 -0.0179 -0.0094 0.0001
Si 0.0398 24.631 8.1797 0.0418 0.0113 -0.0091
Si 2.7328 21.9082 8.1484 0.0258 -0.0262 -0.0217
Si 0.1097 30.0395 8.2473 -0.0464 0.0493 0.0142
Si 2.787 27.3257 8.2269 -0.0236 -0.013 0.0035
Si 5.5519 2.7352 8.2461 0.0021 0.0444 -0.0255
Si 8.2909 32.7996 8.266 -0.0067 0.0404 -0.0093
Si 5.4652 8.2402 8.2451 0.0443 -0.0132 -0.0071
Si 8.2298 5.4787 8.2872 -0.0144 -0.0194 0.0048
Si 5.4704 13.7011 8.2244 0.0129 0.0005 0.0103
Si 8.1896 10.9924 8.2596 0.0487 -0.0078 0.0277
Si 5.4861 19.149 8.1735 -0.0158 0.0169 -0.0182
Si 8.2076 16.4435 8.2301 0.0329 -0.0033 0.0321
Si 5.4875 24.6061 8.1723 0.0263 0.0196 -0.0193
Si 8.23 21.8627 8.1903 -0.0324 -0.0099 -0.0131
Si 5.5348 30.0598 8.2518 -0.0094 0.0108 0.0149
Si 8.2626 27.3211 8.2024 -0.003 0.0211 -0.0056
Si 10.9945 2.7419 8.3342 -0.0424 -0.0462 0.0231
Si 13.7623 0.0067 8.2774 0.0221 0.0451 -0.0076
Si 10.9791 8.2464 8.2915 0.0098 -0.0028 0.026
Si 13.7624 5.5034 8.3346 -0.0015 0.038 0.0424
Si 10.9433 13.7402 8.232 0.0332 -0.0279 0.0114
Si 13.7502 10.966 8.2555 -0.0185 0.0245 -0.0015
Si 10.9586 19.1636 8.2137 0.0073 -0.0249 0.0204
Si 13.7014 16.4511 8.1904 0.0209 0.0086 -0.0127
Si 11.0008 24.588 8.2049 -0.0637 -0.009 0.0169
Si 13.7124 21.8862 8.1926 0.0157 0.0074 0.0096
Si 11.0336 30.0701 8.2095 0.0094 0.0284 -0.0446
Si 13.7703 27.338 8.1839 -0.0098 0.0278 -0.0394
Si 1.437 4.1345 9.6337 -0.0005 -0.0172 -0.0091
Si 4.1756 1.3803 9.6175 0.0206 -0.0411 0.001
Si 1.4258 9.6085 9.6411 -0.0224 -0.0049 0.0017
Si 4.1327 6.8725 9.6369 -0.0253 0.0121 -0.0021
Si 1.4074 15.0578 9.576 0.0045 -0.0076 -0.0031
Si 4.128 12.3311 9.6101 0.0066 -0.0172 -0.0028
Si 1.3845 20.5348 9.5375 -0.0201 0.0085 -0.0074
Si 4.125 17.785 9.5543 0.0232 -0.0248 -0.0004
Si 1.4012 25.9744 9.5782 0.0167 -0.0031 0.0013
Si 4.114 23.248 9.5414 0.0023 0.0048 -0.0045
Si 1.441 31.4448 9.6098 -0.0006 -0.0034 -0.0077
Si 4.1456 28.7023 9.5962 0.0147 0.0007 0.0015
Si 6.8708 4.1129 9.6456 0.0251 -0.0063 0.0108
Si 9.6144 1.3716 9.6594 0.0115 0.0167 0.0187
Si 6.8372 9.6037 9.6158 -0.0006 0.0144 -0.0026
Si 9.6018 6.8632 9.6344 0.0257 -0.0159 0.0023
Si 6.8444 15.0643 9.5888 0.0096 -0.0001 -0.0095
Si 9.5834 12.3563 9.601 -0.0307 0.0048 0.0003
Si 6.8524 20.508 9.5565 0.0347 -0.0038 0.005
Si 9.5942 17.7965 9.5859 0.0031 -0.006 0.0003
Si 6.866 25.9671 9.5543 0.0143 0.0035 0.0022
Si 9.6064 23.2316 9.5594 0.0402 -0.0064 0.0099
Si 6.8972 31.4398 9.6094 0.0342 -0.0283 0.0127
Si 9.6322 28.7074 9.5614 -0.0059 -0.0087 0.0142
Si 12.3623 4.1337 9.6638 0.0104 -0.0214 -0.006
Si 15.1112 1.3932 9.6332 -0.0007 -0.0184 -0.0035
Si 12.358 9.6182 9.6294 -0.0164 -0.0133 0.0019
Si 15.1158 6.8824 9.6712 -0.013 -0.0261 -0.0014
Si 12.3354 15.0904 9.581 -0.0459 0.0127 0.0008
Si 15.1017 12.3404 9.6094 -0.009 -0.028 0.0052
Si 12.3369 20.5283 9.5693 -0.0372 0.017 -0.0013
Si 15.0689 17.8074 9.561 -0.0301 0.0081 0.0014
Si 12.3676 25.9831 9.5517 -0.0164 -0.0057 -0.0035
Si 15.0753 23.2623 9.5547 -0.0281 -0.0002 0.0005
Si 12.367 31.4444 9.6091 -0.0041 -0.0096 0.0047
Si 15.1052 28.6998 9.5928 0.0452 -0.0303 0.0003
Si 0.067 0.0116 10.9794 -0.0186 0.0114 0.0171
Si 2.7974 2.7526 10.9855 -0.0045 0.0316 0.0021
Si 0.065 5.492 11.0136 -0.0128 0.0124 0.0075
Si 2.7721 8.2335 11.012 0.0084 0.0056 0.0054
Si 0.0406 10.9668 10.9938 -0.0052 -0.0039 0.0028
Si 2.754 13.6936 10.9694 -0.0009 0.009 -0.0052
Si 0.0252 16.4268 10.9327 -0.0103 -0.0009 -0.0052
Si 2.7498 19.1595 10.9114 0.0016 0.0084 -0.0099
Si 0.0283 21.8903 10.9289 0.0184 0.0077 -0.0094
Si 2.7671 24.6095 10.9359 -0.0039 0.015 -0.0044
Si 0.0527 27.34 10.964 -0.0334 0 -0.0021
Si 2.7935 30.0785 10.9728 0.0007 0.0208 0.0017
Si 5.5317 0.0097 10.9802 -0.001 0.0363 -0.006
Si 8.2404 2.751 11.0066 -0.005 -0.0024 0.0094
Si 5.4967 5.4944 10.9955 0.0086 0.0074 0.0018
Si 8.2154 8.2353 10.9795 0.01 0.0053 0.009
Si 5.4814 10.9654 10.9912 0.0135 -0.0026 0.0085
Si 8.2086 13.7041 10.9693 0.0322 -0.0062 0.0128
Si 5.4755 16.426 10.9495 0.0045 0.001 -0.0007
Si 8.2171 19.155 10.9422 0.0087 0.0016 -0.0019
Si 5.4836 21.8838 10.9148 -0.011 -0.0111 -0.0076
Si 8.2368 24.6068 10.9235 -0.0156 -0.0041 -0.0041
Si 5.5163 27.3364 10.9444 0.0018 0.0079 0.002
Si 8.2674 30.0689 10.9537 -0.0121 0.0182 -0.0012
Si 10.9951 0.0014 10.9891 -0.0255 0.0066 0.006
Si 13.7307 2.7537 11.0019 -0.0103 0.0082 0.0145
Si 10.9711 5.5005 11.0042 -0.0099 0.0107 0.0142
Si 13.7121 8.243 11.0041 -0.0048 -0.0011 0.013
Si 10.957 10.982 10.9664 0.0338 0.0148 0.0118
Si 13.6989 13.7058 10.9473 0.0098 -0.0006 -0.0006
Si 10.9585 16.4321 10.9579 0.0185 0.0041 0.0091
Si 13.6976 19.1576 10.9412 0.0114 -0.0083 -0.0052
Si 10.9671 21.8811 10.943 -0.0066 -0.002 0.0025
Si 13.7125 24.619 10.9384 -0.0043 0.0029 -0.0149
Si 10.9942 27.3447 10.9326 -0.004 0.0231 -0.0092
Si 13.7331 30.0743 10.962 -0.0223 0.016 -0.0015
Si 1.412 1.3972 12.3497 0.0013 -0.0248 -0.0061
Si 4.1319 4.1327 12.3677 -0.0036 -0.0144 -0.0036
Si 1.4083 6.8687 12.3813 -0.001 -0.0093 -0.0006
Si 4.1295 9.601 12.376 0.0002 -0.0055 0.0048
Si 1.3991 12.3314 12.3572 -0.0172 -0.0117 0.0013
Si 4.1185 15.0599 12.3303 -0.0014 -0.0093 0.0017
Si 1.392 17.7934 12.2994 -0.0002 -0.0048 -0.0112
Si 4.1176 20.5198 12.2875 0.0134 0.0032 -0.0079
Si 1.3936 23.2524 12.3031 0.0061 -0.0183 -0.0015
Si 4.1302 25.9842 12.303 0.0062 -0.0133 -0.0059
Si 1.4056 28.7257 12.3273 0.0029 0.0017 -0.0007
Si 4.1443 31.462 12.3369 0.0073 -0.0236 0.0031
Si 6.8669 1.3898 12.3608 0.0099 -0.0035 0.0094
Si 9.5964 4.134 12.3636 0.0145 -0.0119 0.0111
Si 6.8559 6.8688 12.3599 0.0092 -0.0176 -0.0051
Si 9.5879 9.6077 12.3372 -0.0042 -0.0145 -0.0062
Si 6.853 12.3311 12.3469 0.0031 -0.0081 0
Si 9.5892 15.0613 12.3262 -0.009 -0.0037 0.0003
Si 6.8507 17.7865 12.3091 0.007 -0.003 0.0009
Si 9.5908 20.5167 12.3052 0.0022 0.0037 0.0026
Si 6.8538 23.2501 12.2887 0.0212 0.008 -0.006
Si 9.6026 25.9857 12.2929 0.0088 -0.0047 -0.005
Si 6.8752 28.7174 12.3099 0.014 -0.0175 0.0058
Si 9.6067 31.4506 12.3366 0.0276 -0.0119 0.0056
Si 12.3426 1.3916 12.3512 0.0197 -0.0106 0.0064
Si 15.0798 4.1337 12.3664 0.004 -0.0074 0.0021
Si 12.3335 6.8749 12.362 -0.0036 -0.009 0.0096
Si 15.0724 9.6073 12.3673 -0.0226 0.008 0.0044
Si 12.3299 12.3417 12.3288 -0.0288 -0.0098 -0.0017
Si 15.0645 15.0635 12.3192 -0.0214 0.0027 -0.0051
Si 12.3323 17.7907 12.3188 -0.0225 0.0041 0.0001
Si 15.0669 20.5229 12.3064 -0.025 0.0038 -0.0037
Si 12.334 23.2556 12.3033 -0.0162 0.0077 0.0006
Si 15.0688 25.9871 12.3171 0.0224 0.0002 0.0032
Si 12.3412 28.7219 12.3186 0.0111 -0.0109 -0.0043
Si 15.0775 31.463 12.3357 0.0172 -0.0048 -0.0058
Si 0.0374 2.763 13.7257 -0.0195 0.0221 0.0043
Si 2.7746 0.0275 13.7084 0.0002 0.0163 -0.0001
Si 0.0245 8.2295 13.7375 0.0021 -0.0084 -0.0004
Si 2.7633 5.4954 13.7456 -0.0133 0.0194 0.0114
Si 0.0127 13.6929 13.7056 0.0067 0.0026 -0.0018
Si 2.7513 10.9597 13.7374 -0.0007 0.0058 0.0013
Si 0.0253 19.1493 13.6787 -0.0001 0.0059 -0.0052
Si 2.7434 16.425 13.6862 -0.0082 0.011 -0.0011
Si 0.034 24.6231 13.6759 -0.0239 0.0141 -0.0101
Si 2.7585 21.8837 13.6651 -0.0102 0.0014 -0.0046
Si 0.041 30.1004 13.6962 -0.0149 0.0018 -0.0003
Si 2.7761 27.3605 13.6787 0.0006 -0.0033 -0.005
Si 5.4956 2.7612 13.7249 -0.0005 0.0097 0.0043
Si 8.2389 0.0196 13.7064 -0.008 0.0138 0.0053
Si 5.4898 8.2266 13.7414 0.0038 0.0074 0.0081
Si 8.218 5.499 13.7261 -0.0021 0.0225 0.0061
Si 5.4741 13.6885 13.7076 0.0047 0.011 -0.0041
Si 8.2149 10.9586 13.7164 0.0137 0.0087 0.0084
Si 5.4771 19.1528 13.6634 -0.0005 0.0016 -0.0032
Si 8.2083 16.4171 13.6842 0.0207 0.006 -0.0024
Si 5.4941 24.6206 13.6653 -0.0116 0.0146 -0.0032
Si 8.216 21.8838 13.6606 0.0106 -0.0079 -0.0045
Si 5.5128 30.0921 13.6859 -0.0049 0.0195 -0.003
Si 8.2381 27.3543 13.6735 -0.0131 0.0149 -0.002
Si 10.966 2.7609 13.7158 -0.01 0.0086 0.0103
Si 13.7069 0.0276 13.7109 -0.0194 0.0102 0.0107
Si 10.9465 8.2379 13.7141 0.0092 0.0075 0.0074
Si 13.6961 5.4986 13.7242 0.006 -0.008 0.0057
Si 10.9476 13.6881 13.6997 0.0258 -0.0005 0.0061
Si 13.6822 10.97 13.7114 0.019 -0.0048 0.0018
Si 10.9505 19.1467 13.6772 0.01 -0.0005 -0.0053
Si 13.6873 16.4134 13.6922 0.0171 0.0053 -0.0004
Si 10.9631 24.6228 13.6687 0.0012 -0.0032 -0.0077
Si 13.6959 21.8864 13.6735 0.001 0.01 -0.0159
Si 10.9751 30.0924 13.6952 -0.0258 0.0114 0.0012
Si 13.7061 27.3611 13.6852 -0.0209 -0.003 -0.0077
Si 1.38 4.138 15.1081 0.0097 -0.013 -0.0009
Si 4.1176 1.4048 15.0864 -0.0093 -0.0081 0.0008
Si 1.3852 9.5912 15.1097 -0.0154 -0.0094 0.0018
Si 4.1205 6.8644 15.1183 0.0028 -0.0104 -0.0018
Si 1.3851 15.0541 15.066 -0.0126 0.0001 -0.0123
Si 4.1198 12.3252 15.0969 0.0003 -0.0057 0.0083
Si 1.3991 20.518 15.04 0.0038 0.0071 -0.0039
Si 4.1179 17.7898 15.0433 0.0094 0.0035 -0.0026
Si 1.395 26.0055 15.0352 0.0018 -0.0016 -0.0042
Si 4.1202 23.2592 15.0285 0.0022 -0.0047 -0.0034
Si 1.3905 31.4805 15.0695 -0.0045 -0.0137 0.0025
Si 4.1286 28.7425 15.0468 0.0037 -0.0119 -0.0019
Si 6.8464 4.136 15.0958 -0.0024 -0.0237 0.0019
Si 9.5849 1.4026 15.0766 0.0148 -0.0142 0.0044
Si 6.8558 9.5953 15.1049 -0.0016 -0.0106 -0.0025
Si 9.5769 6.8742 15.0886 -0.0045 -0.0253 0.0043
Si 6.8439 15.0542 15.062 0.0021 -0.0156 0.006
Si 9.5818 12.3232 15.0805 -0.0054 -0.0093 0.0034
Si 6.8464 20.5162 15.0254 0.0044 0.0163 -0.0019
Si 9.579 17.7777 15.0433 -0.0091 0.0029 0.0051
Si 6.8471 26.0034 15.0332 0.0183 -0.0343 -0.0058
Si 9.5789 23.2568 15.0233 0.0042 0.0081 -0.0076
Si 6.855 31.4718 15.0636 0.0026 -0.023 0.0004
Si 9.5857 28.7387 15.0474 0.0309 -0.0135 -0.0041
Si 12.3166 4.1378 15.087 0.0167 0.0021 0.0071
Si 15.0509 1.4116 15.0862 0.0264 -0.013 -0.0007
Si 12.3112 9.6032 15.0802 -0.0112 0.0052 0.0021
Si 15.0506 6.8648 15.0994 -0.0077 -0.0013 0.0024
Si 12.3162 15.0451 15.0682 -0.0262 -0.0036 -0.0034
Si 15.0467 12.3279 15.0823 -0.0155 -0.0053 -0.0034
Si 12.3217 20.5143 15.033 -0.0084 0.0002 -0.0053
Si 15.0651 17.7726 15.052 -0.028 -0.0046 -0.0106
Si 12.3254 25.9973 15.0378 0.0139 0.0177 -0.0085
Si 15.0635 23.2591 15.0352 0.0064 -0.0137 -0.0031
Si 12.3178 31.4806 15.0697 0.0182 -0.0173 0.0031
Si 15.0591 28.7468 15.0524 0.0219 -0.0048 -0.003

Results
total energy: -236494.680 eV
total energy less fixed offsets of O -438.35, Si -107.03 eV per atom: 13.020 eV
